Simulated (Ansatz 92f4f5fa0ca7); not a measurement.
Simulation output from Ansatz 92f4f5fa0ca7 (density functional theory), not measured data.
Periodic cell of 442 atoms, Si288O154, from a study of silicon, its oxide and their interface. The atomic structure is a simulated model.
Doubt: the cutoff is far below the 930 eV that the study's wrapper takes by default for these files, so forces and energies are approximate.
This geometry differs little from another in the collection (a relaxation step or a small displacement).

Settings
functional: PBE
potential files: Ansatz PAW
basis: plane waves
wave-function cutoff: 580 eV
density cutoff ratio: 5
exchange-correlation grid ratio: 1
k mesh: 1 x 1 x 1, Gamma-centred
self-consistency stop: 5e-08 eV per atom in the density residual
occupations: fixed
spin: none
net charge: 0

Cell vectors (angstrom)
a	15.4687	0	0
b	0	15.4687	0
c	-6.1556	-0.6859	33.585

Atoms and the computed forces on them: element, x, y, z (angstrom), force x, y, z (eV/angstrom)
Si	-6.187	-0.995	24.649	-0.009	-0.001	-0.016
Si	-6.092	3.552	24.841	-0.021	0.009	-0.052
Si	-6.105	6.682	24.729	0.004	-0.012	0.004
Si	-6.12	-4.128	24.83	0.003	0.004	-0.002
Si	-2.285	-1.268	24.824	-0.007	0.024	0.003
Si	-2.149	3.415	24.826	-0.013	0.008	-0.004
Si	-2.271	6.57	24.7	-0.01	0.003	-0.019
Si	-2.438	-3.763	24.585	0.002	-0.019	-0.005
Si	1.496	-0.349	24.797	0	0.005	-0.008
Si	1.582	2.826	24.726	0.014	-0.004	-0.012
Si	1.525	7.412	24.802	-0.007	0.007	-0.012
Si	1.657	-4.891	24.774	0	0.007	0.01
Si	-10.089	-1.056	24.773	0.003	-0.01	-0.016
Si	-9.866	3.473	24.698	0.029	0	-0.038
Si	-10.089	6.634	24.704	-0.004	-0.006	0.014
Si	-10.149	-4.211	24.764	0.004	0.004	0.01
Si	-4.249	-0.708	26.026	0.01	0.002	0.004
Si	-4.143	3.215	26.097	0.031	0.01	0.016
Si	-4.182	6.996	26.047	0.001	-0.011	0.005
Si	-4.172	-4.406	26.099	-0.004	0.005	-0.001
Si	-0.406	-0.705	26.144	0.008	0.006	0.003
Si	-0.263	3.19	26.168	-0.005	0.005	0.002
Si	-0.403	7.072	26.083	0.005	-0.002	0.008
Si	-0.447	-4.487	25.842	0.009	-0.006	-0.003
Si	3.455	-0.713	26.09	-0.004	-0.001	0.004
Si	3.588	3.124	25.958	-0.03	-0.015	0.011
Si	3.488	6.991	26.068	0.014	-0.014	-0.002
Si	3.493	-4.586	26.201	0.001	-0.001	-0.01
Si	-8.107	-0.709	26.025	0.001	-0.01	0.008
Si	-8.029	3.254	26.139	-0.005	0.001	0.014
Si	-8.103	7.03	25.978	-0.006	-0.017	-0.004
Si	-8.134	-4.506	26.015	-0.008	0.007	-0.003
Si	-4.22	1.243	27.392	-0.002	-0.006	-0.003
Si	-4.183	5.125	27.5	-0.02	0.002	-0.024
Si	-4.189	9.011	27.34	0	0.002	0
Si	-4.242	-2.553	27.524	-0.014	-0.002	-0.004
Si	-0.397	1.244	27.49	0.007	-0.012	0.002
Si	-0.295	5.15	27.479	-0.004	0.002	0
Si	-0.443	9.064	27.345	0.002	0.004	0.001
Si	-0.332	-2.669	27.42	-0.001	-0.004	0.008
Si	3.549	1.239	27.416	0.001	0.004	-0.005
Si	3.489	5.044	27.402	0.007	0.014	-0.003
Si	3.561	8.915	27.474	-0.008	0.004	0.005
Si	3.447	-2.622	27.496	0.003	0.002	-0.004
Si	-8.086	1.245	27.391	0	0.002	0.002
Si	-8.08	5.175	27.485	0.007	0.008	-0.019
Si	-8.094	8.987	27.343	0	0.002	0.002
Si	-8.109	-2.612	27.453	0.002	0.004	-0.013
Si	-6.157	1.244	28.768	0.004	-0.001	0
Si	-6.141	5.132	28.833	0.007	0	0.009
Si	-6.144	8.991	28.718	0.001	0	-0.003
Si	-6.188	-2.613	28.842	0.007	-0.001	0.003
Si	-2.324	1.256	28.827	-0.001	0.003	0.002
Si	-2.248	5.132	28.829	0.017	-0.004	0.011
Si	-2.308	9.016	28.787	-0.004	0	0.001
Si	-2.269	-2.599	28.807	0.006	0.001	0.003
Si	1.59	1.235	28.786	-0.004	0.001	-0.003
Si	1.611	5.102	28.836	0.001	-0.004	0.005
Si	1.542	8.98	28.735	0.002	-0.002	-0.006
Si	1.545	-2.648	28.852	-0.005	0.002	0.002
Si	-10.004	1.246	28.794	0.004	0	0.001
Si	-10.041	5.116	28.79	-0.008	0	0.008
Si	5.49	8.964	28.809	0.001	-0.002	-0.001
Si	-10.045	-2.61	28.808	-0.009	0	0.004
Si	-6.16	-0.671	30.174	-0.001	-0.001	-0.003
Si	-6.157	3.176	30.162	-0.002	0.001	-0.004
Si	-6.148	7.08	30.157	0	-0.002	-0.004
Si	-6.157	-4.571	30.156	-0.001	0.002	-0.003
Si	-2.283	-0.68	30.18	0	-0.002	-0.001
Si	-2.291	3.194	30.18	0	0.001	-0.002
Si	-2.283	7.076	30.167	-0.001	0.001	-0.002
Si	-2.296	-4.534	30.169	0	0	0
Si	1.575	-0.689	30.173	0	-0.002	-0.001
Si	1.578	3.162	30.174	-0.003	0	-0.002
Si	1.577	7.061	30.156	0.001	0.002	-0.002
Si	1.576	-4.59	30.171	0	0.001	0
Si	-10.022	-0.682	30.172	0.001	-0.001	-0.001
Si	-10.02	3.183	30.162	-0.001	0.001	-0.002
Si	5.447	7.037	30.174	0.001	-0.001	-0.001
Si	-10.02	-4.555	30.164	-0.001	0.002	-0.001
Si	1.928	-0.006	3.423	-0.001	-0.001	-0.001
Si	1.938	3.839	3.419	0.002	-0.001	0
Si	1.942	7.737	3.408	0	-0.001	0.002
Si	1.944	-3.855	3.429	0	0.002	-0.001
Si	5.8	0.026	3.429	0	0.002	0.002
Si	5.795	3.825	3.423	-0.001	-0.001	0.001
Si	5.794	7.752	3.41	0	0	0.003
Si	5.8	-3.868	3.419	-0.002	0.001	0.003
Si	9.669	0.013	3.424	0	-0.001	0.002
Si	9.663	3.857	3.429	0	0.002	0.002
Si	9.661	7.739	3.406	0	-0.002	0.003
Si	9.657	-3.851	3.441	0.001	0.001	0.002
Si	-1.931	0.034	3.429	0	-0.001	0.002
Si	-1.927	3.81	3.424	0	0	0.003
Si	-1.926	7.73	3.405	-0.001	0	0.004
Si	-1.935	-3.874	3.408	0.001	0	0.002
Si	1.879	1.908	4.815	-0.002	0.001	0
Si	1.988	5.788	4.738	0.005	0.001	-0.006
Si	1.943	9.666	4.778	0	-0.001	-0.001
Si	1.985	-1.918	4.811	0.009	0.001	-0.003
Si	5.782	1.923	4.874	0.002	0.001	0.005
Si	5.78	5.789	4.709	-0.001	0.002	-0.005
Si	5.798	9.676	4.805	0	0	0.005
Si	5.796	-1.918	4.756	0	-0.006	-0.004
Si	9.718	1.928	4.827	0	0.001	-0.001
Si	9.619	5.81	4.76	-0.013	0	-0.011
Si	9.656	9.657	4.787	0.003	0.001	-0.001
Si	9.608	-1.896	4.81	-0.009	0	-0.005
Si	-1.931	1.919	4.904	-0.001	0.001	0.005
Si	-1.904	5.764	4.709	0	-0.001	-0.006
Si	-1.927	9.661	4.78	0	0	0.001
Si	-1.936	-1.92	4.728	0.003	-0.002	-0.003
Si	0.009	1.883	6.313	-0.001	-0.002	-0.001
Si	0.053	5.727	6.039	-0.006	-0.003	0.006
Si	0.012	9.63	6.143	-0.001	0	0.001
Si	0.001	-1.961	6.077	-0.007	0.002	0.001
Si	3.765	1.883	6.211	0.003	-0.006	-0.003
Si	3.91	5.787	6.123	-0.001	-0.003	-0.001
Si	3.856	9.699	6.167	0.001	0.001	-0.001
Si	3.948	-1.865	6.204	0	0.002	-0.002
Si	7.797	1.93	6.189	-0.005	0.002	0
Si	7.642	5.832	6.107	0.005	0.002	0.005
Si	7.733	9.663	6.179	-0.004	-0.007	0.003
Si	7.645	-1.874	6.2	0.004	0.014	0.007
Si	-3.861	1.949	6.318	0	0.002	0.003
Si	-3.86	5.768	6.006	0.008	0.001	0.016
Si	-3.865	9.642	6.132	0	-0.001	0
Si	-3.874	-1.878	6.072	0.009	0.005	0.007
Si	0.059	-0.161	7.607	-0.004	-0.007	-0.001
Si	0.029	3.922	7.584	0.009	0.009	0.003
Si	-0.001	7.627	7.406	0.005	-0.003	-0.006
Si	0.043	-3.877	7.46	-0.003	0.001	-0.009
Si	3.88	0.013	7.728	-0.003	0	-0.005
Si	3.814	3.856	7.5	-0.007	0.007	0.001
Si	3.893	7.726	7.477	-0.001	0.001	-0.003
Si	3.899	-3.81	7.539	0.004	-0.001	-0.005
Si	7.641	0.051	7.653	0.015	-0.013	-0.004
Si	7.764	3.919	7.478	-0.001	0.001	-0.005
Si	7.641	7.716	7.559	-0.006	0.008	-0.003
Si	7.708	-3.845	7.514	-0.004	-0.004	-0.01
Si	-3.862	-0.065	7.623	-0.009	-0.01	0.004
Si	-3.852	4.006	7.578	0.002	0.003	-0.007
Si	-3.844	7.641	7.411	0.003	-0.005	-0.007
Si	-3.873	-3.827	7.371	0	-0.002	-0.006
Si	1.964	-0.882	8.894	0.004	0.009	-0.013
Si	1.947	4.283	8.965	0.002	-0.006	-0.001
Si	1.945	7.432	8.727	0.002	0.003	0.016
Si	1.95	-3.366	8.77	0	-0.03	0.009
Si	5.769	0.921	8.993	-0.001	-0.025	0.033
Si	5.79	3.368	8.654	0.004	0.019	-0.003
Si	5.697	8.118	8.973	0.003	0.004	0.015
Si	5.82	-4.121	8.912	-0.004	0.001	0.025
Si	-5.861	-0.437	8.885	-0.006	0.004	-0.013
Si	-5.834	4.7	8.74	0	-0.013	-0.005
Si	-5.806	7.166	8.612	0	0.024	0.005
Si	-5.77	-3.586	8.731	0.009	0.007	0.023
Si	-1.895	-0.56	8.898	0.003	0.002	0.013
Si	-1.882	4.607	8.797	0.001	-0.001	-0.004
Si	-1.904	7.102	8.679	0.003	0.01	0.008
Si	-1.953	-3.682	8.689	-0.004	-0.001	0.018
Si	-4.222	-0.686	31.536	-0.007	-0.007	0.013
Si	-4.222	3.181	31.536	-0.059	0.005	0.021
Si	-4.222	7.048	31.536	0.023	0.132	-0.037
Si	-4.222	-4.553	31.536	-0.067	-0.025	-0.019
Si	-0.355	-0.686	31.536	0.031	0.132	0.101
Si	-0.355	3.181	31.536	-0.002	-0.093	0.057
Si	-0.355	7.048	31.536	0.043	0.067	-0.013
Si	-0.355	-4.553	31.536	-0.043	-0.098	-0.008
Si	-11.956	-0.686	31.536	-0.01	0.017	0.003
Si	-11.956	3.181	31.536	0.038	-0.07	-0.025
Si	3.512	7.048	31.536	-0.043	0.172	-0.037
Si	-11.956	-4.553	31.536	0.027	-0.125	-0.031
Si	-8.089	-0.686	31.536	-0.026	0.071	0.057
Si	-8.089	3.181	31.536	0.005	-0.021	-0.028
Si	-8.089	7.048	31.536	0.073	-0.002	-0.044
Si	-8.089	-4.553	31.536	0.02	-0.06	-0.05
Si	-4.222	1.248	32.903	0.02	-0.013	0
Si	-4.222	5.115	32.903	-0.041	-0.043	-0.008
Si	-4.222	-6.487	32.903	0.035	0	0.012
Si	-4.222	-2.619	32.903	-0.057	0.023	0
Si	-0.355	1.248	32.903	-0.001	-0.017	0.027
Si	-0.355	5.115	32.903	-0.008	-0.029	-0.018
Si	-0.355	-6.487	32.903	-0.007	0.021	0.022
Si	-0.355	-2.619	32.903	0.023	0.016	-0.017
Si	-11.956	1.248	32.903	-0.006	-0.004	0.014
Si	3.512	5.115	32.903	-0.024	-0.038	-0.021
Si	-11.956	-6.487	32.903	0.027	-0.005	0.028
Si	3.512	-2.619	32.903	-0.002	0.036	-0.01
Si	-8.089	1.248	32.903	-0.025	-0.013	0.027
Si	-8.089	5.115	32.903	0.062	-0.004	-0.009
Si	-8.089	-6.487	32.903	-0.042	0.034	0.015
Si	-8.089	-2.619	32.903	0.045	-0.006	-0.014
Si	0	1.934	0.686	0.074	0.012	-0.039
Si	0	5.801	0.686	-0.024	0.019	0.021
Si	0	-5.801	0.686	0.05	-0.013	-0.014
Si	0	-1.934	0.686	-0.044	-0.003	0.012
Si	3.867	1.934	0.686	0.005	0.016	-0.045
Si	3.867	5.801	0.686	0.012	0.021	0.023
Si	3.867	-5.801	0.686	-0.008	-0.017	-0.022
Si	3.867	-1.934	0.686	0.006	-0.019	0.021
Si	7.734	1.934	0.686	-0.009	0.011	-0.044
Si	7.734	5.801	0.686	-0.024	0.024	0.028
Si	7.734	-5.801	0.686	-0.004	0.003	-0.02
Si	7.734	-1.934	0.686	-0.007	-0.018	0.026
Si	-3.867	1.934	0.686	-0.064	0.001	-0.029
Si	11.602	5.801	0.686	0.036	0.034	0.011
Si	-3.867	-5.801	0.686	-0.042	-0.007	0
Si	11.602	-1.934	0.686	0.034	-0.022	0.002
Si	0	0	2.053	-0.023	0.056	0.011
Si	0	3.867	2.053	0.045	-0.159	0.001
Si	0	7.734	2.053	0.068	0.04	-0.107
Si	0	-3.867	2.053	0.087	0.05	0.028
Si	3.867	0	2.053	-0.008	0.141	0.056
Si	3.867	3.867	2.053	-0.006	-0.243	-0.04
Si	3.867	7.734	2.053	0.015	0.105	-0.161
Si	3.867	-3.867	2.053	0.022	-0.046	-0.021
Si	7.734	0	2.053	-0.005	0.186	0.05
Si	7.734	3.867	2.053	-0.023	-0.227	0.04
Si	7.734	7.734	2.053	-0.071	0.069	-0.104
Si	7.734	-3.867	2.053	0.009	-0.018	0.03
Si	-3.867	0	2.053	0.027	0.067	0.063
Si	-3.867	3.867	2.053	-0.023	-0.126	0.092
Si	11.602	7.734	2.053	-0.003	0.018	-0.048
Si	-3.867	-3.867	2.053	-0.127	0.005	0.067
Si	-11.413	3.963	18.458	0.004	0	0.005
Si	2.414	3.107	11.911	-0.007	0.018	-0.017
Si	1.596	-5.668	10.881	0.006	-0.011	-0.002
Si	-3.85	1.99	15.741	-0.003	0.017	-0.01
Si	5.463	4.077	11.669	0.01	-0.002	-0.007
Si	5.381	7.125	12.063	-0.001	0.01	-0.016
Si	3.608	-1.971	13.677	-0.001	-0.005	-0.018
Si	2.994	8.666	13.419	-0.002	0.001	-0.018
Si	9.314	0.784	11.807	0.009	-0.016	-0.018
Si	-6.409	3.308	17.175	-0.004	0.007	-0.006
Si	-9.406	5.898	19.102	0.004	-0.007	0.01
Si	5.854	-3.337	11.944	0.003	0.002	-0.017
Si	-2.15	3.649	10.952	-0.006	0	-0.003
Si	-3.391	5.592	12.89	-0.005	0.007	-0.011
Si	-3.711	8.687	12.739	0.007	-0.008	-0.024
Si	-3.834	-0.184	13.545	0	-0.012	-0.019
Si	6.999	9.555	12.555	0.005	0.006	-0.021
Si	-2.075	4.299	15.115	-0.003	-0.002	-0.014
Si	-1.55	9.428	10.797	-0.009	0.005	-0.022
Si	-1.355	0.816	11.762	-0.007	-0.007	-0.015
Si	1.471	0.422	18.757	0.006	0.002	0.008
Si	-3.635	0.815	18.37	-0.008	-0.002	0.003
Si	-1.49	8.149	16.824	0	0	-0.008
Si	3.88	-4.589	15.387	0.003	0	-0.016
Si	-9.115	-0.009	19.861	-0.002	-0.004	0.011
Si	4.839	0.532	14.88	-0.01	0.002	-0.012
Si	-5.331	2.683	20.039	0.001	0.003	0.007
Si	9.505	9.421	10.797	-0.007	0.006	-0.007
Si	-5.074	3.584	11.52	0.012	-0.009	-0.002
Si	0.943	4.169	14.498	0.002	0.002	-0.015
Si	8.093	-3.61	13.959	0.01	0.004	-0.019
Si	6.343	1.284	12.128	-0.002	0.005	-0.004
Si	-6.576	6.149	18.132	-0.001	-0.007	0.005
Si	-8.194	0.909	16.951	0.004	0.004	-0.009
Si	1.673	0.011	12.021	-0.002	-0.007	0.006
Si	-4.567	-2.755	14.826	0.002	-0.004	-0.02
Si	-7.746	-2.697	19.165	0	0.004	0.008
Si	2.529	2.184	16.327	0.003	0.003	-0.006
Si	-0.735	-3.013	20.748	0.012	-0.007	0.006
Si	1.066	7.185	15.494	-0.007	-0.002	-0.01
Si	-2.571	7.512	21.692	0.01	-0.029	0.013
Si	-2.419	1.051	22.721	-0.004	0.005	0.002
Si	-0.076	6.2	20.177	0.002	0.009	0.006
Si	-8.615	-4.142	16.607	-0.001	-0.003	-0.006
Si	3.065	-5.011	18.325	-0.006	0.002	0.008
Si	-1.331	0.023	20.063	0.006	-0.002	0.015
Si	-4.278	5.448	20.074	0.003	0.002	0.001
Si	-5.919	-1.076	17.212	-0.004	-0.001	-0.004
Si	-6.606	-6.449	22.842	0.006	0.004	0.008
Si	-5.635	1.308	22.632	-0.005	0.007	0.01
Si	-6.426	-6.266	17.385	-0.008	-0.001	-0.01
Si	-5.996	-4.998	20.276	-0.007	0.008	0.012
Si	1.448	-2.702	22.618	0.003	0.003	0.01
Si	1.033	8.238	18.325	-0.001	0.001	0.005
Si	-3.811	-5.661	15.62	0.001	0.011	-0.002
Si	1.885	-2.561	19.645	0.001	-0.004	0.002
Si	-2.002	5.424	18.017	0.002	0.004	0.006
Si	-11.564	1.401	20.158	-0.001	0	0.009
Si	-11.705	5.844	20.596	0.007	-0.004	0.007
Si	1.591	5.164	22.542	0.002	0	0.005
Si	-10.634	8.438	19.818	-0.005	-0.004	0.006
Si	-3.114	-4.789	21.501	0	0.014	0.009
Si	-9.933	1.197	22.486	-0.003	-0.002	0.002
Si	-9.718	8.973	22.755	-0.005	0.003	0.011
O	-8.862	0.815	21.28	-0.001	0.003	-0.001
O	-10.1	4.864	18.015	-0.001	-0.001	0.003
O	1.89	3.415	10.38	-0.001	0.006	-0.011
O	1.973	5.898	9.386	-0.002	0.004	-0.005
O	1.965	-4.214	10.22	0.006	0.028	-0.009
O	5.67	4.239	10.066	-0.004	0.002	-0.018
O	5.716	0.777	10.68	-0.009	-0.006	-0.025
O	5.492	7.377	10.441	0.001	0.007	-0.011
O	-9.848	-6.449	21.133	0.004	0.001	0.005
O	5.703	-5.727	9.302	0.002	-0.008	-0.005
O	5.955	-3.207	10.308	0	-0.006	-0.019
O	9.489	0.553	10.201	0	-0.005	0.005
O	9.647	-2.039	9.368	0.001	0.011	-0.009
O	4.592	-2.433	12.442	0.003	-0.002	0.011
O	-5.111	-0.221	12.532	-0.012	0.011	0.007
O	-5.711	7.997	10.052	0	-0.017	-0.007
O	-1.834	0.27	10.308	-0.003	-0.011	-0.011
O	-6.485	4.943	17.011	0.001	0.002	0.01
O	-1.784	7.969	10.098	-0.001	-0.02	-0.007
O	-1.933	-2.16	9.357	0.001	0.008	-0.011
O	1.936	-0.46	10.49	0.006	0.013	-0.003
O	1.051	7.213	19.59	-0.006	-0.006	-0.004
O	-1.234	7.108	20.867	-0.01	0.003	-0.004
O	1.813	1.059	17.288	0	-0.002	0.001
O	-5.883	-5.672	18.803	0.006	0.006	0.008
O	-1.868	4.459	16.72	-0.001	-0.006	0.003
O	-2.367	6.921	17.463	0.001	-0.001	0
O	3.909	7.525	12.672	0.008	-0.006	0.011
O	-1.101	-1.438	20.704	-0.007	0.008	-0.008
O	-5.138	2.813	16.293	0.002	0	0.003
O	-9.534	2.496	23.392	-0.005	0.011	0.015
O	-10.945	2.705	19.392	0.001	-0.002	-0.005
O	-6.08	1.684	21.1	0.003	-0.006	0.008
O	-2.923	2.944	14.82	0.003	0.008	0.014
O	-2.109	-0.394	23.415	0.005	-0.027	0.007
O	-2.362	9.417	12.199	0.007	0.002	0.013
O	3.108	4.985	19.342	-0.003	0.003	-0.003
O	5.695	-4.943	12.279	-0.003	-0.003	0.013
O	1.698	7.564	16.97	0	0.001	0.003
O	-0.064	-3.22	22.234	0.003	0.001	0
O	-0.666	4.124	14.351	0.003	0	0.011
O	-3.138	4.9	19.043	-0.019	0.007	0.006
O	-8.171	-6.47	23.238	-0.002	-0.002	-0.007
O	1.325	5.601	15.19	-0.001	-0.005	0.008
O	-3.987	1.968	19.462	-0.002	0.009	0.003
O	1.512	1.229	24.258	0.002	-0.005	0.01
O	4.363	-1.022	14.769	-0.005	-0.002	0.007
O	1.463	3.77	23.368	-0.002	-0.009	0.003
O	-10.386	-5.168	23.428	0.002	0.003	-0.005
O	-1.996	-4.016	20.58	-0.006	-0.009	-0.008
O	2.265	-2.37	21.235	-0.004	-0.001	0.007
O	-4.288	0.73	14.819	-0.003	-0.018	-0.003
O	-1.92	2.341	23.587	0.006	0.02	0.002
O	-2.49	-6.092	16.474	-0.004	-0.001	0.003
O	-9.714	7.494	18.839	0	0.006	-0.001
O	-3.788	8.842	14.33	0	-0.007	0.01
O	-5.907	-5.179	23.575	-0.001	0.008	0
O	-6.163	-2.591	24.183	0.001	-0.01	0.008
O	-2.874	-4.302	23.055	0.008	0.003	0.012
O	-11.363	1.555	21.769	0.006	0	0.001
O	1.303	6.458	23.479	-0.002	0.009	0.006
O	-6.451	-6.238	21.244	-0.001	-0.006	0.002
O	-8.745	-3.345	18.031	0.001	0.001	0
O	-10.105	-0.111	23.431	-0.001	-0.009	0.007
O	-6.149	2.528	23.565	0.004	0.013	0.019
O	-2.959	-6.409	21.366	-0.004	0.01	-0.023
O	-2.911	5.55	14.456	-0.004	-0.001	0.002
O	-2.317	7.437	23.3	0.004	-0.006	0.018
O	-6.745	7.599	17.414	0.001	-0.003	0.003
O	3.577	1.476	15.3	0.006	-0.006	0.007
O	1.436	-1.323	23.473	0.001	0.005	-0.004
O	2.996	-3.525	18.971	-0.003	0.001	-0.005
O	5.395	-4.379	15.94	-0.006	0	0.005
O	2.368	-5.797	12.3	-0.009	0.005	-0.001
O	-8.579	-1.55	19.988	-0.002	0.005	-0.007
O	-9.995	5.053	24.187	-0.001	0.019	0.007
O	2.345	-1.115	13.031	-0.002	0.005	0.015
O	3.248	-3.328	14.536	0.002	0.007	0.009
O	-7.813	5.738	19.112	0.004	0.001	-0.007
O	0.001	-5.762	11.144	0.009	0.003	0.018
O	3.118	5.322	21.98	-0.007	-0.006	0.002
O	-5.618	-4.727	9.912	0	0.007	-0.003
O	-1.189	2.449	11.566	-0.001	0.005	0.011
O	-6.48	-2.048	18.384	-0.001	-0.002	-0.004
O	-6.111	5.099	24.231	0.001	-0.005	0.011
O	-0.614	5.37	18.873	-0.002	0.002	-0.001
O	9.658	-3.184	13.84	-0.006	-0.001	0.012
O	-11.072	-5.767	18.892	0.005	-0.004	-0.001
O	-3.693	7.099	12.4	-0.001	0.002	0.015
O	-2.109	-4.826	9.865	-0.003	0.009	-0.006
O	-2.189	4.971	24.231	0.003	-0.008	0.007
O	-11.846	7.472	20.378	-0.002	0.007	-0.01
O	7.642	-3.23	15.488	0.003	0	0.004
O	7.867	-5.238	13.771	-0.007	-0.008	0.007
O	2.077	-3.93	23.484	0	-0.008	-0.005
O	-5.109	-2.001	16.161	-0.001	0	0.006
O	3.894	9.549	14.448	-0.004	-0.001	0.012
O	2.322	1.251	19.872	0.001	0.001	-0.007
O	-4.577	-4.401	20.855	0.003	-0.004	-0.011
O	-2.192	4.937	11.977	0.01	-0.014	0
O	-2.986	1.468	17.024	0.011	0.002	0.003
O	-10.747	0.063	19.642	0.002	0	-0.004
O	-10.079	5.532	20.566	-0.001	-0.002	-0.006
O	-10.131	-2.633	24.244	-0.001	0.01	0.008
O	2.972	-4.868	16.707	0.002	0	0.004
O	-7.802	-5.53	16.9	0.002	0.001	0.004
O	9.624	2.336	12.199	-0.005	-0.002	0.016
O	-0.09	0.589	19.172	-0.004	0.002	-0.009
O	-5.312	6.272	19.135	0.011	-0.012	0.004
O	-3.739	6.46	21.23	0.001	0	-0.017
O	1.389	2.923	15.443	-0.002	0.005	0.006
O	-4.933	4.108	20.757	0.004	0.004	-0.011
O	9.49	4.232	10.332	-0.019	0.001	-0.007
O	-5.963	7.612	23.356	-0.002	-0.008	-0.004
O	-3.674	3.01	10.885	0.011	-0.001	0.004
O	-4.023	1.196	22.592	-0.002	-0.002	-0.013
O	-7.136	-3.809	20.21	0.007	-0.008	-0.007
O	7.781	0.526	12.298	0.005	-0.001	0.017
O	1.608	-6.479	24.271	0	-0.009	0.001
O	-2.49	0.423	12.863	0.014	0.007	0.006
O	-3.707	-4.076	15.246	0.001	-0.006	0.012
O	0.054	0.146	12.261	-0.004	0.005	0.016
O	-1.661	1.067	21.277	-0.008	0.006	-0.002
O	1.581	3.988	13.005	0.009	-0.007	0.006
O	1.878	-1.158	18.813	0.002	-0.006	-0.005
O	-2.577	-0.189	19.049	0.004	-0.008	-0.007
O	-9.527	0.664	16.063	-0.004	0.001	0.009
O	1.775	7.99	14.27	0.007	0.005	0.004
O	-4.965	-0.005	17.964	0.003	0.002	0
O	7.937	9.533	11.219	0.005	-0.003	0.008
O	1.807	-5.903	18.811	0.003	0.002	-0.005
O	5.697	5.544	12.35	-0.003	-0.001	0.019
O	5.394	0.91	13.393	0.013	0.003	-0.007
O	-8.43	0.706	18.561	-0.003	-0.001	0.004
O	-4.752	4.705	12.661	0	0.009	0.02
O	-7.709	2.452	16.663	-0.004	-0.004	0.004
O	3.283	3.364	17.171	-0.002	-0.002	0
O	-6.299	2.982	18.77	0.002	-0.001	0.005
O	-0.543	7.585	15.579	-0.001	0.001	0.013
O	7.214	-2.864	12.77	-0.01	0.003	0.009
O	3.969	3.553	12.028	-0.006	-0.004	0.016
O	-10.331	7.581	23.358	0.001	-0.007	-0.008
O	2.317	1.504	12.228	0.002	-0.004	0.021
O	-6.234	-0.092	23.244	0.003	-0.007	0.005
O	-0.494	8.698	17.987	0.002	-0.002	-0.003
O	-7.093	-0.208	16.474	0	0	0.007
O	-5.012	9.418	12.105	-0.021	0.006	0.007
O	-5.223	-5.95	16.351	0.009	-0.001	-0.002
O	-3.58	-1.727	14.024	0	0.01	0.013
O	0.548	5.179	21.284	0.004	-0.004	0
O	2.039	8.554	9.93	0	-0.012	-0.002
O	6.517	2.923	12.166	-0.003	0.005	0.012
O	0.396	-3.269	19.588	-0.002	-0.002	-0.004
O	6.494	8.039	12.857	-0.003	-0.006	0.012

Results
free energy: -270674.351 eV
free energy less fixed offsets of O -568.88, Si -635.61 eV per atom: -11.151 eV

The program warned: the cutoff lies below the one the program advises for these potential files; the forces do not sum to zero within the program's tolerance; the exchange-correlation potential is rough where the density is thin.
